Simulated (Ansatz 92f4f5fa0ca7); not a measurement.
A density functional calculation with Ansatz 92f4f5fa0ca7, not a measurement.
Periodic cell of 273 atoms, Si166O106B1, from a study of silicon, its oxide and their interface. The atomic structure is a simulated model.
Doubt: the cutoff is far below the 930 eV that the study's wrapper takes by default for these files, so forces and energies are approximate.
This geometry differs little from another in the collection (a relaxation step or a small displacement).

Settings: functional PBE; potential files Ansatz PAW; basis plane waves; wave-function cutoff 580 eV; density cutoff ratio 5; exchange-correlation grid ratio 1; k mesh 1 x 1 x 1, Gamma-centred; self-consistency stop 5e-08 eV per atom in the density residual; occupations fixed; spin none; net charge -1 e, with a uniform compensating background and no finite-size correction.

Cell vectors (angstrom)
a	11.6015	0	0
b	0	13.3963	0
c	0	0	29.8085

Atoms and the computed forces on them: element, x, y, z (angstrom), force x, y, z (eV/angstrom)
Si	11.5603	0.1871	22.9111	-0.0121	-0.0303	-0.0305
Si	3.9323	0.1618	23.0431	-0.017	-0.026	-0.0186
Si	7.6741	0.1291	23.1548	0.0053	-0.0007	-0.0152
Si	2.0829	3.5227	22.9574	0.0046	-0.0534	-0.0133
Si	5.9071	3.7075	23.0118	0.0002	-0.0126	0.0051
Si	9.7737	3.5443	23.042	-0.0068	-0.0147	0.0074
Si	11.7223	6.8254	23.152	-0.0657	0.0603	0.011
Si	3.9156	7.0219	23.2629	0.0647	0.064	0.0182
Si	7.8067	6.8868	23.2569	0.0074	0.0554	-0.0373
Si	2.0449	10.2282	23.2823	-0.0242	0.01	0.0003
Si	5.8552	10.0884	23.3412	0.0431	0.0178	-0.0245
Si	9.8452	10.0739	23.2385	-0.0043	-0.0083	-0.0421
Si	11.7164	2.3899	23.7525	-0.0192	0.0515	0.0193
Si	4.0047	2.4122	23.7555	0.0154	0.0298	0.0133
Si	7.7932	2.4258	23.7722	0.0058	0.0122	0.0164
Si	2.0337	5.7065	24.0264	-0.0417	-0.0582	-0.1303
Si	5.8384	5.8352	23.9979	-0.0121	-0.0507	-0.0118
Si	9.7481	5.737	23.9148	0.0426	-0.0388	-0.0053
Si	11.7531	9.0155	24.0456	0.0429	-0.0178	0.0048
Si	3.9175	9.1333	24.2408	-0.0439	-0.0231	0.0171
Si	7.8552	9.0814	24.0498	-0.0226	-0.0048	0.0126
Si	1.9256	12.505	23.8029	0.0222	0.0053	0.023
Si	5.785	12.3731	23.9386	-0.0024	0.0055	0.0035
Si	9.6897	12.3907	23.7711	0.0057	0.022	0.019
Si	11.6711	2.3735	26.1688	0.0665	-0.0368	-0.0624
Si	3.9088	2.3869	26.1659	-0.0595	-0.0288	-0.0624
Si	7.758	2.315	26.179	-0.0061	-0.0091	-0.051
B	1.9742	5.6067	26.1853	0.1799	0.169	-0.1282
Si	5.7745	5.6653	26.3358	-0.0078	0.0752	-0.0599
Si	9.7653	5.6189	26.2778	0.0056	0.0756	-0.0682
Si	11.7226	8.8985	26.3742	-0.0377	-0.0198	-0.0753
Si	3.8348	8.9421	26.5321	0.0388	-0.0238	-0.0826
Si	7.7904	9.0036	26.3801	0.0096	0.0177	-0.0442
Si	1.9407	12.3756	26.2072	-0.0097	-0.0176	-0.0584
Si	5.777	12.3312	26.2961	0.0135	-0.0118	-0.053
Si	9.7129	12.3461	26.1736	-0.0146	-0.019	-0.0569
Si	1.9829	1.2036	26.9675	0.0059	0.0454	0.0564
Si	5.8042	1.2073	26.9965	0.013	0.0088	0.0655
Si	9.7211	1.205	26.9486	-0.0233	0.0111	0.0621
Si	11.8706	4.6487	26.8829	-0.2344	-0.1541	0.1772
Si	3.6851	4.6505	26.8951	0.0762	-0.1071	0.1507
Si	7.7572	4.526	27.0316	0	-0.0637	0.0573
Si	1.9701	7.5385	26.9988	-0.0315	0.061	0.1182
Si	5.8476	7.8845	27.1473	-0.0105	-0.0238	0.0348
Si	9.7218	7.8454	27.0736	0.0145	-0.0234	0.0476
Si	11.6338	11.1903	26.9951	0.038	0.0251	0.0644
Si	3.8405	11.2268	27.1021	-0.0374	0.0289	0.0569
Si	7.7672	11.2619	27.0357	0.0067	0.0142	0.0534
Si	1.9522	1.1268	29.3611	0.01	0.0352	-0.0192
Si	5.7948	1.1285	29.385	0.004	0.0105	-0.0068
Si	9.6582	1.1295	29.3469	0.0356	0.0094	-0.0095
Si	0.0349	4.4683	29.2942	0.0578	0.0382	0.0038
Si	3.8557	4.4625	29.2847	-0.0222	0.0333	0.0135
Si	7.7209	4.4615	29.3989	0.0164	0.0317	0.0098
Si	1.9419	7.745	29.3682	0.015	-0.0403	0.0408
Si	5.8239	7.8263	29.4946	0.0089	0.0002	0.0363
Si	9.6918	7.7896	29.4219	0.0058	0.0057	0.0227
Si	0.0096	11.168	29.3599	-0.009	0.0055	-0.0027
Si	3.8593	11.1985	29.4525	-0.0044	0.016	0.0143
Si	7.7581	11.1851	29.392	0.0021	0.01	0.0004
Si	-0.003	0.0034	0.3156	-0.008	-0.0063	-0.0108
Si	3.8697	0.0158	0.4318	-0.0114	-0.0067	0.0129
Si	7.722	0.0027	0.371	-0.0289	-0.0252	0.0006
Si	1.9499	3.3503	0.3348	0.0004	-0.029	-0.0307
Si	5.7655	3.3527	0.3734	-0.003	-0.027	-0.0142
Si	9.6797	3.3657	0.3166	-0.0385	-0.0184	-0.0287
Si	0.0105	6.6579	0.3909	-0.0185	0.0022	-0.0251
Si	3.8787	6.6511	0.3697	-0.0067	-0.0015	-0.0337
Si	7.7581	6.6826	0.4201	0.0016	-0.0019	-0.008
Si	1.9284	10.0062	0.3261	-0.0027	0.0116	-0.028
Si	5.8215	10.0912	0.4017	0.011	-0.0128	-0.003
Si	9.6847	10.0347	0.3537	0.0049	-0.0199	-0.0066
Si	11.548	-0.0533	2.6789	-0.0041	-0.0058	0.0038
Si	3.8399	-0.0701	2.8246	0.0074	-0.0018	-0.0106
Si	7.6638	-0.0912	2.7507	-0.0003	-0.0037	0.0004
Si	1.9322	3.2636	2.6928	0.006	0.0156	0.0153
Si	5.7403	3.2741	2.7792	-0.007	0.0049	0.0105
Si	9.6095	3.3078	2.698	0.0059	0.0054	0.0238
Si	11.5727	6.6196	2.7469	0.0071	-0.0049	0.0074
Si	3.8688	6.6036	2.7145	-0.0026	-0.0062	0.0091
Si	7.7429	6.6329	2.7828	-0.0024	-0.0014	-0.0056
Si	1.9211	9.9803	2.6946	0.0008	-0.0075	0.0088
Si	5.8268	10.0445	2.7735	0.0013	-0.0037	-0.0093
Si	9.6814	9.9725	2.7177	-0.005	0.0012	-0.0077
Si	11.5558	2.1939	3.3986	0	-0.003	-0.0098
Si	3.8087	2.1316	3.6443	0.0014	-0.009	-0.0111
Si	7.6827	2.1216	3.5171	-0.0056	-0.0052	-0.0135
Si	1.9092	5.4855	3.4571	-0.0049	-0.0014	-0.0011
Si	5.8018	5.5184	3.5585	0.0102	0.0045	0.002
Si	9.6574	5.5031	3.6051	-0.0053	0.0069	-0.0037
Si	11.6128	8.8568	3.5309	-0.0065	-0.0009	0.0031
Si	3.8918	8.8583	3.3963	0.0038	0.0033	0.0095
Si	7.7476	8.876	3.5402	0.0062	-0.0068	0.0074
Si	1.8517	12.2113	3.5097	0.0043	0.0118	-0.0076
Si	5.7585	12.2182	3.7451	-0.0068	0.0084	0.0005
Si	9.621	12.1956	3.4798	0.0038	-0.0018	-0.0016
Si	11.4776	2.1538	5.7225	0.0056	0.0101	0.0104
Si	3.7263	2.026	6.0665	0.0014	0.0105	0.0046
Si	7.6046	1.9695	5.8948	0.0116	0.0087	0.0057
Si	1.8793	5.3981	5.7911	-0.001	0.0056	0.0007
Si	5.802	5.4591	5.9315	-0.0091	-0.0073	-0.0044
Si	9.6228	5.4331	6.0049	0.0041	-0.0017	-0.0006
Si	11.6369	8.7876	5.9106	0.006	0.001	-0.0055
Si	3.9126	8.7847	5.7192	-0.004	-0.0027	-0.0085
Si	7.776	8.8089	5.9142	-0.0032	-0.0009	-0.0106
Si	1.7756	12.15	5.8873	-0.0003	-0.0077	0.0013
Si	5.7174	12.117	6.2481	0.01	-0.0043	-0.0009
Si	9.5832	12.1068	5.8388	0.011	0.0025	-0.0011
Si	1.6278	0.9673	6.7081	-0.0125	-0.004	0.0011
Si	5.6695	0.986	7.0024	-0.0045	-0.0063	0.0218
Si	9.6333	0.9362	6.5657	-0.0123	-0.0124	0.0009
Si	11.5748	4.3068	6.7035	-0.0008	-0.0108	0.0082
Si	3.8241	4.3167	6.5583	0.0124	0.0096	0.0119
Si	7.6914	4.1734	6.6184	-0.0037	-0.0043	0.0073
Si	2.0287	7.6225	6.4953	0.0055	-0.0083	0.0041
Si	5.8275	7.7312	6.6829	0.0028	0.0059	0.0145
Si	9.7186	7.6967	6.7185	-0.0027	-0.0002	0.0109
Si	11.4492	10.9846	6.7581	-0.0097	0.0011	0.008
Si	3.6502	10.9317	6.6314	-0.0079	-0.0001	0.006
Si	7.759	10.9745	6.852	-0.0054	-0.0013	0.0213
O	9.903	7.8869	8.3846	0.0058	0.0037	-0.0073
O	9.8969	0.8291	8.2203	-0.0037	0.0044	-0.004
O	1.0269	0.9111	8.2978	0.0138	0.0016	-0.0058
O	3.0731	10.5615	8.1502	0.0081	0.0019	-0.0101
O	5.8118	7.8977	8.3531	-0.0043	-0.0062	-0.007
O	5.6105	1.1813	8.6951	-0.0031	0.0071	-0.0271
O	3.7752	4.33	8.209	-0.0088	-0.0073	-0.0055
O	7.6421	3.7259	8.2467	0.0048	-0.0092	-0.0076
O	0.0514	4.2629	8.3809	-0.0006	0.0073	-0.0121
O	11.15	10.9411	8.4149	0.0035	-0.0016	-0.0097
O	8.1256	10.7751	8.4952	0.0051	-0.002	-0.0141
O	2.3716	7.4856	8.1039	-0.0047	0.0044	-0.0005
O	11.4181	0.2045	21.225	0.0161	0.003	0.0191
O	9.7566	3.6427	21.3711	0.0009	0.01	-0.0121
O	4.0714	7.5284	21.6556	-0.0205	-0.025	-0.0063
O	6.0289	4.1983	21.3919	0.0008	0.0152	-0.0052
O	5.7184	9.7252	21.7099	-0.0104	-0.004	0.0091
O	2.1707	3.4604	21.2566	-0.0053	0.0303	0.001
O	7.3618	13.4584	21.5109	-0.0084	0.0025	0.0051
O	4.0601	0.144	21.3759	0.0015	0.0022	0.0036
O	7.7873	6.9743	21.6005	0.004	-0.0109	0.0118
O	2.1138	10.1856	21.6248	0.0033	-0.0197	0.0009
O	11.6555	6.9328	21.4792	0.0317	-0.0174	0.0001
O	10.1244	9.6214	21.64	0.0006	0.0073	0.0012
Si	11.5789	6.4445	11.2812	-0.0014	-0.0012	-0.0264
Si	1.5608	10.3537	16.2667	-0.0011	-0.0015	0.0391
Si	0.225	3.6821	9.8944	0.0063	0.0055	-0.0196
Si	8.0804	12.8677	20.187	0.0026	-0.0078	0.0174
Si	2.836	10.4611	9.7438	0.0028	0.0029	-0.0146
Si	2.57	10.4025	20.089	-0.0089	0.0081	0.0186
Si	10.3657	3.718	19.8635	-0.0003	-0.0087	0.0226
Si	0.2466	12.799	17.0982	-0.0017	-0.0059	0.0259
Si	10.8142	0.7059	19.785	-0.0097	0.0026	0.0168
Si	3.1596	7.7421	16.2286	0.005	0.0069	0.0213
Si	0.374	6.4868	19.9563	0.0012	-0.0029	-0.0065
Si	9.382	2.5216	14.2895	-0.0004	-0.0015	0.0061
Si	2.9025	2.5402	11.0309	0.005	-0.0005	-0.0271
Si	5.1245	11.9877	15.3617	-0.0017	0.001	0.0171
Si	4.8949	8.6475	20.782	0	0.003	0.0077
Si	3.6014	-0.3965	11.2839	-0.0047	0.0004	-0.023
Si	5.58	8.8906	14.7894	-0.0024	0.0018	0.0084
Si	-0.1704	11.3128	9.9857	-0.0031	-0.008	-0.0178
Si	9.4228	10.0088	20.2258	-0.0056	0.0213	0.0234
Si	3.4646	0.0625	19.8628	0.0038	-0.0026	0.0211
Si	7.4668	4.6962	9.5333	-0.0039	0.0098	-0.0095
Si	2.3622	12.348	14.1642	0.0007	-0.0012	0.0064
Si	6.1796	0.5902	10.1314	0.0091	-0.0074	-0.0084
Si	2.8009	2.928	19.8294	0.0116	-0.0127	0.0167
Si	5.7143	4.448	13.6511	-0.0006	0.0039	-0.0075
Si	7.4683	0.2135	15.6013	-0.0016	-0.008	0.0179
Si	9.6073	11.3429	15.2017	-0.0034	0.0029	0.0222
Si	1.985	6.5645	13.5424	0.0067	-0.0019	-0.0064
Si	2.8367	3.5258	14.0081	-0.0007	0.0005	0.0004
Si	11.6973	9.1724	18.4491	0.0009	0.0085	0.0378
Si	11.2252	0.8707	9.1761	-0.0018	-0.0001	-0.0086
Si	9.1261	7.3186	9.6981	-0.0065	-0.0058	-0.0193
Si	8.6747	8.5569	14.5697	0.0009	0.0048	0.0111
Si	4.7724	7.1661	12.3408	0.0021	-0.0008	-0.0119
Si	2.9935	5.6214	18.748	0	-0.0099	0.0396
Si	2.5366	7.4009	9.699	-0.003	-0.0053	-0.0263
Si	6.2633	8.4238	9.8275	0.0017	0.003	-0.02
Si	4.33	4.7578	9.6534	0.0059	0.0012	-0.0238
Si	9.3564	10.4954	12.2705	-0.0041	-0.005	-0.0092
Si	5.9332	13.044	17.9748	0.0061	-0.0037	0.0281
Si	7.9827	4.9414	18.3739	0.0004	-0.008	0.0438
Si	8.3029	5.4075	15.2065	-0.0001	0.0031	0.0043
Si	7.3265	11.0724	9.9055	-0.0044	0.0006	-0.0182
Si	5.4071	4.2041	19.8812	-0.0018	0.0017	0.0199
Si	0.781	1.4855	15.0368	-0.0009	-0.0028	0.0129
Si	7.53	7.5332	20.1076	0.001	0.0037	0.015
Si	7.6434	2.7875	11.8566	-0.0003	0.0048	-0.0218
O	3.454	6.0813	10.0911	-0.0015	0.0004	0.0155
O	1.9424	2.6534	15.0717	0.0017	0.0022	-0.0063
O	-0.3692	12.9422	10.1515	0.0015	0.0086	0.0113
O	8.3072	8.9211	19.8134	-0.0062	-0.0122	-0.0118
O	2.4216	1.3339	19.5957	0.0007	0.004	-0.0179
O	8.146	5.3049	16.8063	-0.0003	-0.0008	-0.009
O	2.7509	11.9913	19.7252	0.0025	0.0042	-0.0162
O	7.1548	8.7665	15.1167	-0.0015	-0.0032	-0.0075
O	1.2772	0.1792	14.1714	-0.001	0.0023	0
O	4.4063	3.8129	14.4388	-0.0009	-0.0012	0.0001
O	4.2407	3.4112	10.6131	-0.0015	0.0035	0.0161
O	10.9493	2.0774	14.4856	-0.0009	0.0008	-0.0034
O	11.3833	4.8366	10.9732	-0.0007	-0.0067	0.0131
O	10.8403	12.016	16.0444	0.0036	0.0022	-0.0125
O	8.9324	6.9074	14.7678	0.0004	-0.0031	-0.0024
O	1.7811	3.3532	10.2008	-0.0096	0.0003	0.0167
O	8.4631	5.9252	9.209	0.0006	-0.0027	0.0129
O	11.1464	2.3025	19.537	-0.0022	0.0077	-0.0162
O	5.4113	7.6071	10.9229	0.0059	0.0081	0.0062
O	11.4258	7.6037	18.864	0.001	-0.0066	-0.0064
O	7.8711	8.2586	10.1348	0.0008	-0.001	0.0171
O	10.1344	7.1501	10.9722	-0.0034	0.0019	0.013
O	9.216	4.1107	14.7241	0.0001	0.0001	-0.0016
O	8.8206	11.4753	20.5249	0.0036	-0.0035	-0.0141
O	10.5757	10.5196	11.1577	0.0068	0.0048	0.0051
O	8.3567	12.2387	15.7572	-0.0008	0.0029	-0.012
O	4.4467	2.8872	19.8478	0.002	0.0025	-0.0207
O	4.6367	0.2446	18.7365	-0.0154	0.0012	-0.0035
O	10.4536	10.0838	18.9696	-0.0077	-0.0045	-0.0119
O	6.7896	0.6959	17.0271	0.0024	0.0008	-0.015
O	0.5129	6.7415	12.8174	-0.0061	-0.0002	0.0036
O	1.0512	7.134	10.2866	0.0068	0.0036	0.0143
O	3.1375	7.1785	12.5447	0.0003	0.0001	0.0095
O	3.9315	9.5397	19.8123	0.0051	-0.0092	-0.0096
O	6.7872	5.1968	14.6212	-0.0025	-0.0026	0.0009
O	0.576	0.9085	16.5473	-0.0007	0.0016	-0.0136
O	1.5424	11.7782	17.1142	0.0011	0.0009	-0.0223
O	5.376	8.313	13.2996	-0.0021	-0.003	0.0019
O	2.9688	12.3655	12.6481	0.0022	0.0015	0.0028
O	6.4311	3.2015	12.8789	0.0039	-0.0022	0.0055
O	2.7899	9.3092	16.5933	0.001	-0.003	-0.0168
O	5.9581	7.8567	19.8303	-0.0047	0.0068	-0.0043
O	1.9876	6.4099	19.7499	-0.0108	0.0067	-0.0126
O	1.4372	9.7256	19.1611	0.0115	0.0026	-0.0112
O	9.4795	9.7111	15.4651	0.0008	0	-0.0095
O	3.0989	8.8884	10.185	-0.0007	0.0008	0.0185
O	8.9868	9.0379	13.0037	0.0005	0.0024	0.0015
O	2.1499	7.3115	14.9911	-0.0041	-0.0015	-0.0085
O	9.1655	3.9059	18.7835	0.0024	0.0019	-0.0169
O	4.7315	7.9049	15.7902	0.0004	-0.0028	-0.0092
O	7.2406	1.5912	10.8423	-0.0068	-0.0069	0.0095
O	8.0832	6.3789	19.1169	-0.0035	0.0092	-0.0142
O	5.9102	5.1572	9.6306	0.0007	-0.0021	0.0125
O	6.9716	-0.9114	19.076	0.0062	0.0029	-0.0127
O	11.0575	2.2444	10.074	0.0009	-0.0089	0.0125
O	8.9729	2.3869	12.7111	-0.0036	0.0014	0.0066
O	9.7036	11.5041	13.5454	0.0022	-0.0007	-0.0025
O	6.587	4.1783	18.7555	0.001	0.0014	-0.0182
O	6.0418	10.0441	9.9485	-0.0016	-0.0035	0.0187
O	1.3487	10.8355	10.2714	-0.0021	0.0012	0.0169
O	5.1605	10.4713	14.7579	-0.001	0.0003	-0.0023
O	1.6861	10.9006	14.6799	-0.0002	0.0035	-0.0063
O	11.3616	13.0848	18.6208	0.0004	0.008	-0.0096
O	5.4311	11.8541	16.9657	-0.0012	0.0037	-0.0129
O	8.0899	10.98	11.354	-0.0044	0.0007	0.0058
O	11.3365	5.0147	19.6686	0.0063	0.0032	-0.0128
O	8.3643	1.4795	15.0788	0.0016	0.0048	-0.0066
O	2.4385	4.0436	18.6354	0.0035	0.0011	-0.0042
O	3.7463	11.6904	10.3255	-0.0041	-0.0123	0.0139
O	9.1799	0.5769	19.7103	0.0025	-0.0017	-0.0161
O	2.7674	2.6483	12.6433	0	-0.0034	0.0002
O	3.6391	12.6289	15.1454	-0.0034	-0.0021	-0.0086
O	7.9983	4.0759	10.9311	-0.001	0.0008	0.008
O	5.1055	0.2513	11.3288	0.0046	0.002	0.0091
O	4.4573	5.4896	19.4701	-0.0057	-0.0061	-0.0172
O	6.1971	13.0592	14.6841	-0.0026	0.0017	0
O	3.0678	6.5483	17.3687	-0.0028	-0.0009	-0.0099
O	2.7708	0.9247	10.7184	-0.0004	0.0011	0.0188
O	0.2866	9.439	16.8258	-0.0013	-0.003	-0.0119
O	5.2275	5.6217	12.6241	-0.003	0.0039	0.0091
O	2.1338	4.9668	13.7842	-0.0014	0.0011	0.0025
O	6.8916	12.6078	9.7117	-0.0002	0.0011	0.0158

Results
free energy: -165959.003 eV
free energy less fixed offsets of B -154.04, O -568.88, Si -635.61 eV per atom: 7.577 eV

The program warned: the cutoff lies below the one the program advises for these potential files; the exchange-correlation potential is rough where the density is thin.
